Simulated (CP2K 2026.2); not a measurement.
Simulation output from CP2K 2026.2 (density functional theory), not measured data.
Periodic cell of 534 atoms, Si358O176, from a study of silicon, its oxide and their interface. The atomic structure is a simulated model.
Doubt: the forces sum to 2.44 eV/angstrom along one axis rather than to zero, so they err by at least 0.0046 eV/angstrom per atom on average; the grid cutoff is modest.

Settings: functional PBE; method Gaussian and plane waves; basis set DZVP-MOLOPT-SR-GTH; pseudopotentials GTH-PBE; grid cutoff 350 Ry, relative cutoff 50 Ry; k points Gamma only; occupations fixed; spin none; net charge 0.

Cell vectors (angstrom)
a 16.32 0 0
b 0 16.32 0
c -0.3505 -0.3476 34.8446

Atoms and the computed forces on them: element, x, y, z (angstrom), force x, y, z (eV/angstrom)
Si -0.011 15.723 34.828 -0.097 -0.073 0.725
Si 2.406 2.946 0.073 0.078 -0.141 0.834
Si -0.176 4.772 34.734 -0.229 0.151 0.735
Si 2.845 6.971 34.769 0.04 0.145 0.766
Si 15.759 10.311 34.826 0.27 0.076 0.584
Si 2.207 13.453 34.616 0.025 -0.197 0.6
Si 5.09 15.85 34.639 -0.21 0.155 0.738
Si 7.818 2.898 0.104 -0.063 0.058 0.239
Si 5.515 5.156 0.198 0.045 -0.016 0.261
Si 7.438 7.884 34.791 0.226 -0.078 0.755
Si 5.209 10.139 34.772 -0.139 0.149 0.77
Si 7.263 13.558 34.787 0.108 -0.019 0.812
Si 9.737 0.273 34.501 -0.01 -0.095 0.748
Si 12.844 2.392 34.774 0.235 -0.076 0.753
Si 10.777 4.807 34.669 -0.332 0.196 0.714
Si 13.239 8.358 0.102 -0.086 0 0.726
Si 10.608 10.125 34.483 -0.057 0.256 0.724
Si 13.974 12.843 34.46 -0.607 0.148 0.753
Si 1.356 1.304 1.362 0.013 0.015 -0.044
Si 3.979 3.963 1.459 -0.083 0.013 -0.067
Si 1.376 6.585 1.277 -0.007 0.019 -0.033
Si 4.037 9.22 1.155 -0.022 -0.018 -0.055
Si 1.383 12.088 1.028 -0.019 0.048 -0.046
Si 3.982 14.968 1.21 -0.013 -0.008 -0.036
Si 6.561 1.347 1.275 -0.011 -0.068 -0.049
Si 9.423 4.167 1.194 0.118 0.013 -0.046
Si 6.768 6.703 1.386 -0.005 0.038 -0.069
Si 9.437 9.428 1.141 0.007 0.001 -0.045
Si 6.628 12.177 1.21 -0.007 -0.013 -0.036
Si 9.304 15.099 1.023 0.016 -0.029 -0.076
Si 11.914 1.268 1.147 0.004 -0.027 -0.017
Si 14.845 3.957 1.128 0.004 0.007 -0.027
Si 12.115 6.71 1.291 -0.014 -0.004 -0.023
Si 14.81 9.441 1.43 -0.019 0.013 0.018
Si 12.215 12.249 0.734 0.084 0.017 -0.058
Si 15.031 14.826 1.175 0.005 0.005 -0.045
Si 16.164 2.618 2.58 -0.005 0.011 0.021
Si 2.697 16.264 2.681 0.018 -0.003 0.028
Si 16.283 8.018 2.573 -0.002 -0.031 0.023
Si 2.618 5.318 2.776 -0.011 0.003 0.06
Si 0.034 13.443 2.536 0.035 0.004 -0.018
Si 2.67 10.701 2.446 0.016 -0.002 0.009
Si 5.289 2.587 2.758 0.013 0.011 0.021
Si 7.997 -0.016 2.562 -0.006 0.002 0.041
Si 5.361 8.045 2.676 -0.004 -0.005 0.059
Si 8.15 5.411 2.699 0.002 -0.035 0.02
Si 5.278 13.522 2.57 -0.011 -0.002 0.023
Si 8.092 10.839 2.504 0.007 -0.005 0.007
Si 10.723 2.701 2.569 -0.014 0.027 0.025
Si 13.442 16.179 2.393 0.026 0.018 -0.009
Si 10.72 8.073 2.595 -0.024 0 0.007
Si 13.556 5.351 2.559 -0.001 0.005 0.021
Si 10.809 13.604 2.222 -0.026 -0.024 -0.007
Si 13.411 10.956 2.493 -0.022 0.064 0.021
Si 1.206 3.934 4.013 0.05 -0.023 -0.006
Si 3.988 1.241 4.113 -0.02 -0.023 0.025
Si 1.281 9.44 3.893 0.013 0.007 0.005
Si 3.991 6.722 4.049 -0.027 0.013 0
Si 1.299 14.849 3.937 -0.013 -0.033 0.02
Si 3.952 12.105 3.887 -0.017 0.008 -0.015
Si 6.731 4.001 3.979 -0.009 0.022 -0.013
Si 9.375 1.324 3.926 0.009 0.003 -0.013
Si 6.746 9.472 3.928 0.004 -0.01 -0.02
Si 9.447 6.764 4.055 0.031 0.026 0.026
Si 6.681 14.879 3.911 0.005 0.019 -0.017
Si 9.488 12.239 3.761 0.028 0.022 -0.015
Si 12.156 4.008 3.913 -0.035 0.012 -0.001
Si 14.783 1.222 3.851 -0.019 -0.005 -0.01
Si 12.118 9.502 3.864 0.029 -0.019 -0.012
Si 14.903 6.694 3.939 0.031 -0.049 0.004
Si 12.117 14.847 3.786 -0.028 -0.02 -0.003
Si 14.862 12.193 3.883 -0.02 0 -0.015
Si 16.211 -0.075 10.733 -0.018 0.014 -0.001
Si 2.625 2.628 10.714 -0.005 -0.001 -0.008
Si -0.089 5.351 10.742 0.01 0.003 0.003
Si 2.622 8.069 10.757 0.008 -0.009 0.003
Si 16.211 10.792 10.739 0.005 0.009 -0.01
Si 2.624 13.511 10.727 0.003 -0.001 -0.003
Si 5.347 -0.085 10.735 -0.003 -0.013 0.002
Si 8.064 2.629 10.75 0.008 -0.005 0.007
Si 5.348 5.351 10.744 -0.005 0.013 0.007
Si 8.073 8.077 10.699 0.007 -0.007 -0.009
Si 5.333 10.789 10.741 -0.011 0 0.003
Si 8.051 13.522 10.733 -0.002 0.017 -0.004
Si 10.774 -0.083 10.753 0.012 -0.002 0.012
Si 13.498 2.652 10.746 0.009 0.002 -0.003
Si 10.789 5.358 10.739 0.004 -0.008 -0.002
Si 13.497 8.075 10.721 -0.016 0.002 -0.004
Si 10.774 10.81 10.695 -0.002 -0.01 -0.007
Si 13.483 13.515 10.719 0.007 -0.012 -0.002
Si 1.257 1.302 12.085 0.012 -0.004 0
Si 3.987 3.969 12.089 0.016 0.003 0
Si 1.284 6.685 12.117 -0.016 0.004 0.001
Si 4.002 9.412 12.116 -0.01 0.008 0.017
Si 1.27 12.149 12.088 0.009 0.002 0
Si 3.985 14.873 12.088 -0.006 0.008 0.001
Si 6.7 1.272 12.118 -0.004 0.01 -0.001
Si 9.424 3.998 12.105 0 0.007 -0.003
Si 6.741 6.708 12.074 0.003 0.023 0.001
Si 9.414 9.449 12.048 0.022 0.015 -0.015
Si 6.683 12.165 12.091 0.002 -0.005 0.006
Si 9.383 14.888 12.107 -0.012 -0.022 0.011
Si 12.126 1.304 12.102 0 0.006 0.008
Si 14.873 4.001 12.111 -0.008 0.003 0.012
Si 12.148 6.722 12.1 0.009 -0.007 0.015
Si 14.85 9.419 12.098 0.006 0.002 0.007
Si 12.107 12.163 12.076 -0.006 -0.002 -0.004
Si 14.843 14.88 12.073 0 -0.006 0.002
Si -0.053 2.681 13.485 0.018 0.005 0.015
Si 2.616 -0.073 13.417 -0.021 0.011 0
Si -0.093 8.049 13.45 -0.011 -0.006 -0.015
Si 2.661 5.318 13.479 -0.018 -0.014 0.006
Si -0.114 13.514 13.42 0.015 -0.001 -0.002
Si 2.641 10.793 13.455 -0.003 -0.025 0.01
Si 5.345 2.638 13.479 -0.017 -0.002 0.02
Si 8.039 -0.081 13.51 0.012 -0.008 0.009
Si 5.407 8.049 13.454 0.034 -0.019 -0.011
Si 8.063 5.347 13.472 0.007 0.003 0.001
Si 5.344 13.534 13.473 -0.002 -0.016 0.018
Si 8.045 10.781 13.414 -0.007 -0.036 -0.003
Si 10.762 2.647 13.491 -0.016 -0.002 0.006
Si 13.503 -0.053 13.428 0.002 -0.014 0.002
Si 10.74 8.081 13.418 -0.032 0.021 -0.004
Si 13.512 5.36 13.472 -0.01 0.04 0.009
Si 10.727 13.507 13.442 0.002 0.011 0.005
Si 13.441 10.773 13.426 -0.001 0 0.001
Si 1.303 4.03 14.922 -0.042 0.044 0.064
Si 3.962 1.265 14.806 -0.007 -0.001 -0.013
Si 1.3 9.389 14.782 0.032 -0.03 -0.012
Si 4.117 6.616 14.788 0.042 -0.012 0.02
Si 1.252 14.892 14.761 0.007 0.008 -0.016
Si 4.013 12.144 14.826 -0.009 -0.005 0
Si 6.716 3.991 14.858 -0.002 0.02 0.001
Si 9.383 1.304 14.878 -0.006 -0.008 0.002
Si 6.753 9.417 14.828 0.034 0.019 -0.02
Si 9.402 6.741 14.815 -0.003 0.006 -0.004
Si 6.673 14.886 14.894 -0.011 0.008 0.002
Si 9.35 12.134 14.8 0.011 0.028 0.003
Si 12.128 4.026 14.833 -0.001 0.004 0.001
Si 14.903 1.289 14.782 -0.006 -0.016 0.006
Si 12.053 9.431 14.803 0.011 0.018 -0.013
Si 14.884 6.705 14.85 0.014 -0.04 -0.006
Si 12.069 14.937 14.734 -0.031 -0.023 -0.016
Si 14.814 12.145 14.735 0.016 -0.005 0.006
Si -0.073 -0.076 16.158 0.03 -0.019 0.04
Si 2.682 2.601 16.245 0.02 0.022 -0.008
Si -0.037 5.449 16.315 0.045 0.025 0.021
Si 2.794 8.03 16.032 0.003 0.073 -0.038
Si -0.15 10.739 16.055 -0.01 -0.001 0.013
Si 2.61 13.536 16.104 0.012 -0.003 -0.009
Si 5.269 -0.057 16.234 0.006 -0.004 0.006
Si 8.011 2.643 16.277 0.017 -0.008 0.042
Si 5.425 5.306 16.319 -0.02 0.041 0.027
Si 8.055 8.04 16.253 -0.012 -0.005 -0.006
Si 5.45 10.818 16.174 0.01 -0.013 -0.033
Si 8.048 13.491 16.224 -0.007 0.018 0.005
Si 10.76 -0.061 16.201 0.05 -0.006 0.009
Si 13.555 2.663 16.111 0 0.04 -0.012
Si 10.751 5.411 16.184 0.021 0.021 0.002
Si 13.419 8.041 16.112 0 -0.011 -0.034
Si 10.649 10.757 16.184 -0.004 -0.035 0.02
Si 13.412 13.553 16.01 0.042 0.013 -0.016
Si 1.336 1.215 17.592 -0.027 -0.054 0.004
Si 4.14 3.822 17.673 0.026 -0.082 -0.019
Si 1.595 6.771 17.563 0.081 0.034 -0.042
Si 4.109 9.394 17.426 0.023 -0.014 -0.073
Si 1.184 12.152 17.326 0.029 0.053 -0.05
Si 3.922 14.844 17.561 -0.049 0.001 -0.03
Si 6.578 1.302 17.66 -0.013 0.055 -0.017
Si 9.367 4.112 17.559 -0.038 0.005 -0.06
Si 6.745 6.725 17.735 0.038 0.022 -0.039
Si 9.378 9.357 17.679 0.029 -0.017 0.009
Si 6.728 12.133 17.652 0.029 -0.001 -0.017
Si 9.375 14.889 17.561 0.008 -0.018 -0.011
Si 12.183 1.348 17.465 0.028 -0.001 -0.033
Si 14.89 3.945 17.557 -0.032 -0.032 0.005
Si 12.143 6.711 17.578 0.017 0.021 0.015
Si 14.676 9.495 17.391 0.043 0.01 -0.084
Si 11.971 12.285 17.34 -0.007 0.027 -0.041
Si 14.744 14.899 17.368 -0.02 -0.008 -0.024
Si -0.055 2.548 18.923 0.002 0.01 0.043
Si 2.576 16.093 19.044 0.003 -0.01 0.044
Si 15.575 8.526 19.297 0.001 -0.369 -0.317
Si 2.814 5.244 18.886 -0.016 -0.015 0
Si 16.026 13.408 18.612 -0.042 0.013 0.018
Si 2.52 10.7 18.526 0.059 0.083 0.025
Si 5.361 2.558 19.331 0.003 0.04 0.044
Si 7.894 -0.163 18.875 -0.04 -0.068 -0.02
Si 5.288 8.069 19.062 -0.03 0.04 0.067
Si 8.136 5.385 19.152 -0.005 0.012 0.069
Si 5.225 13.455 18.93 -0.005 -0.016 -0.018
Si 7.999 10.696 19.09 -0.041 -0.003 0.049
Si 10.839 2.77 18.736 0.049 0.026 0.017
Si 13.51 -0.01 18.826 -0.002 -0.041 0.062
Si 10.847 8.029 19.053 0.018 0.055 0.056
Si 13.445 5.249 18.906 -0.048 -0.058 0.041
Si 10.765 13.557 18.893 -0.015 0 0.063
Si 13.286 10.925 18.618 0.071 -0.129 0.172
Si 1.001 4.331 20.026 0.399 -0.514 -0.444
Si 4.131 0.806 20.54 -0.225 0.384 -0.802
Si 1.484 8.673 19.054 -0.434 -0.042 -0.556
Si 4.172 6.402 20.352 -0.183 0.266 -0.726
Si 0.794 14.839 20.022 0.288 0.076 -0.736
Si 3.929 11.832 20.076 -0.265 0.12 -0.749
Si 6.568 4.314 20.595 0.228 -0.476 -0.82
Si 9.427 1.316 19.775 -0.313 0.068 -0.623
Si 6.269 9.699 20.5 0.478 -0.361 -0.639
Si 9.849 6.434 20.481 -0.226 0.099 -0.746
Si 6.417 14.949 20.329 0.154 -0.12 -0.7
Si 9.68 11.899 20.172 -0.119 0.141 -0.838
Si 11.988 4.1 20.338 0.173 -0.138 -0.664
Si 15.148 0.949 20.231 -0.132 0.132 -0.72
Si 11.954 9.788 20.169 0.135 -0.315 -0.745
Si 15.075 6.389 20.11 -0.558 0.389 -0.252
Si 12.42 14.734 20.136 -0.344 0.224 -0.695
Si 14.44 12.367 20.04 0.37 -0.369 -0.722
Si 15.93 15.464 26.062 0.062 -0.023 -0.122
Si 1.233 14.395 24.025 -0.001 0.051 -0.254
Si 2.995 0.121 23.293 0.078 0.113 -0.221
Si 2.699 8.266 21.988 0.04 -0.156 -0.153
Si 0.472 9.822 23.101 -0.038 0.052 -0.256
Si -0.243 10.725 25.931 -0.111 0.07 -0.104
Si 8.756 12.436 25.034 0.12 -0.044 -0.064
Si 9.385 2.069 22.612 0.092 -0.018 -0.042
Si 6.953 4.87 23.593 0.138 0.13 -0.307
Si 5.942 12.423 25.984 -0.097 0.165 0.015
Si 1.548 6.096 24.977 -0.098 0.055 -0.176
Si 10.285 9.747 25.089 -0.044 -0.137 -0.193
Si 10.721 16.049 21.791 0.19 -0.036 0.135
Si 14.615 3.405 27.432 -0.008 -0.135 0.091
Si 8.257 3.345 25.961 -0.046 0.01 -0.119
Si 8.57 8.598 27.124 -0.088 0.005 0.065
Si 8.517 13.853 22.285 0.007 -0.088 -0.242
Si 16.029 5.056 22.594 0.022 -0.009 -0.259
Si 1.987 0.96 26.136 0.031 -0.053 -0.242
Si 4.652 6.315 24.495 -0.216 -0.054 -0.021
Si 12.961 10.531 26.267 0.083 -0.083 -0.089
Si 1.217 3.815 26.853 -0.025 -0.002 0.108
Si 13.405 10.319 29.198 0.007 -0.043 0.019
Si 1.652 12.396 21.947 -0.095 -0.06 -0.278
Si 8.281 0.572 24.818 -0.039 0.137 -0.078
Si 10.571 4.345 24.405 -0.016 -0.121 -0.233
Si 4.83 6.88 27.454 0.039 0.078 0.103
Si 9.381 6.968 23.523 -0.112 0.019 -0.095
Si 5.264 9.046 23.276 0.062 0.162 -0.282
Si 13.919 2.743 22.549 -0.049 0.114 -0.287
Si -0.084 7.85 27.113 0.085 -0.099 -0.01
Si 14.395 10.094 21.674 -0.228 0.12 -0.165
Si 12.133 12.696 28.074 -0.011 -0.042 0.028
Si 0.994 13.188 27.557 0.09 -0.119 -0.123
Si 2.62 5.343 28.988 0.117 0.005 0.16
Si 3.985 14.386 24.861 0.029 -0.201 -0.197
Si 13.539 6.385 27.588 0.039 0.058 -0.081
Si 1.115 8.55 32.808 -0.083 0 0.177
Si 15.873 12.014 30.072 -0.074 0.06 0.287
Si 1.313 7.869 29.971 0.108 0.198 0.104
Si 5.546 0.339 28.903 -0.189 0.088 0.054
Si 7.903 15.217 30.107 0.065 -0.071 -0.044
Si 6.488 5.637 29.919 -0.179 0.004 0.009
Si 11.683 5.45 31.952 0.009 0.002 0.24
Si 6.179 15.359 26.37 0.099 -0.088 -0.025
Si 9.519 14.22 27.647 -0.032 0.014 -0.086
Si 10.809 2.901 30.319 0.122 0.044 0.159
Si 12.645 2.384 25.259 -0.039 0.025 -0.096
Si 13.182 7.546 30.511 -0.012 -0.039 0.321
Si 12.51 0.617 29.446 -0.125 0.13 0.256
Si 5.684 9.576 26.299 -0.071 -0.032 -0.002
Si 9.541 8.337 29.813 -0.041 -0.006 0.054
Si 14.527 0.832 32.644 0.015 -0.061 0.186
Si 3.505 1.199 32.46 0.041 -0.139 0.136
Si 2.038 10.512 31.061 0.016 -0.004 -0.053
Si 4.62 3.1 30.131 -0.076 -0.07 0.082
Si 15.03 14.412 31.803 0.009 0.014 0.104
Si 4.123 11.975 32.466 -0.052 0.103 0.202
Si 10.601 6.663 27.654 -0.062 0.102 -0.055
Si 10.394 0.301 31.509 0.074 -0.019 0.275
Si 7.766 7.504 31.87 0.027 0.021 0.21
Si 2.89 15.16 28.341 0.047 -0.052 0.025
Si 7.159 12.756 31.941 -0.138 -0.21 0.217
Si 8.848 10.247 31.757 0.088 -0.019 0.332
Si 8.903 4.345 28.615 -0.057 -0.026 -0.095
Si 1.201 -0.274 30.747 -0.111 0.054 0.281
Si 14.309 6.195 32.768 0.043 -0.14 0.116
Si 15.247 1.595 29.956 0.044 0.107 0.127
Si 10.799 -0.131 25.888 0.066 0.072 -0.011
Si 13.059 15.208 27.029 0.07 -0.177 -0.013
O 15.721 0.406 33.663 0.19 0.529 -0.244
O 14.098 15.757 31.912 -0.389 -0.126 -0.472
O 0.388 0.9 29.951 0.093 0.091 -0.177
O 2.8 2.055 33.606 0.219 -0.061 -0.003
O 0.933 3.638 34.332 -0.071 0.151 -0.586
O 0.205 15.056 31.577 0.193 0.004 0.111
O 4.029 5.876 34.317 -0.05 -0.081 -0.281
O 2.02 7.374 33.425 0.086 -0.142 -0.295
O 14.704 11.395 34.183 -0.191 -0.215 -0.544
O -0.037 9.158 33.769 -0.155 -0.202 -0.004
O 3.116 12.97 33.314 0.117 0.109 -0.347
O 1.064 14.6 34.222 -0.006 0.112 -0.216
O 6.176 14.683 34.254 0.183 0.108 -0.54
O 4.532 0.18 33.23 -0.043 -0.073 -0.508
O 8.555 1.43 34.197 0.103 0.108 -0.145
O 6.278 3.682 34.354 0.104 -0.196 -0.344
O 5.79 4.218 30.327 0.456 -0.22 0.138
O 5.838 6.424 28.645 0.049 0.259 0.146
O 9.088 7.266 30.953 0.43 -0.55 -0.168
O 7.899 7.076 33.431 0.356 -0.701 0.051
O 6.347 9.033 34.355 0.133 -0.097 -0.474
O 4.534 10.736 33.423 -0.341 -0.344 -0.119
O 8.035 11.56 31.29 -0.102 0.159 -0.702
O 7.788 12.844 33.429 0.599 -0.326 0.014
O 10.359 -0.202 33.053 0.393 -0.381 -0.302
O 11.702 -0.143 30.637 0.085 -0.438 0.198
O 13.332 1.544 33.458 0.085 -0.234 -0.449
O 11.742 3.522 34.348 -0.15 -0.104 -0.476
O 9.301 7.163 26.78 -0.139 -0.434 -0.463
O 10.6 5.485 33.175 -0.304 0.218 -0.274
O 15.643 5.484 33.335 0.211 -0.042 -0.337
O 13.791 7.248 33.857 0.116 -0.054 0.052
O 9.758 10.434 33.105 0.086 0.438 -0.273
O 11.807 9.018 34.203 0.094 -0.166 -0.162
O 14.486 13.649 33.131 -0.028 0.086 -0.253
O 12.306 -0.058 28.003 -0.432 0.248 -0.256
O 4.094 15.222 23.46 0.557 -0.01 -0.567
O 0.859 4.349 21.661 0.461 -0.122 0.506
O 5.343 16.07 20.839 0.016 -0.051 0.192
O 3.419 1.046 22.023 -0.019 0.513 0.546
O 2.304 8.576 20.467 0.258 -0.059 0.101
O 15.269 9.682 20.396 0.091 -0.001 -0.191
O 5.392 5.427 20.798 0.003 -0.057 0.509
O 3.4 6.805 21.765 0.011 -0.235 0.628
O 1.411 12.921 23.434 -0.271 -0.191 0.501
O 1.035 13.607 21.076 0.097 -0.092 0.224
O 5.152 10.876 20.527 0.039 0.057 0.377
O 3.189 12.281 21.465 0.155 0.148 0.33
O 7.18 4.175 22.122 0.19 0.044 0.378
O 7.273 3.83 24.79 -0.34 -0.272 0.145
O 10.571 0.235 20.261 0.531 -0.255 -0.422
O 8.88 2.172 21.08 -0.281 0.309 -0.004
O 6.398 9.346 22.124 0.493 0.014 0.452
O 3.804 9.286 22.592 -0.186 0.579 -0.165
O 9.456 7.15 21.9 -0.058 0.608 0.055
O 7.931 6.199 23.774 -0.287 0.431 0.355
O 8.559 13.497 23.837 -0.042 0.327 0.341
O 7.069 14.242 21.655 -0.075 -0.238 0.555
O 9.667 9.665 26.597 0.298 0.561 0.202
O 9.081 12.563 21.519 -0.268 -0.339 0.378
O 10.922 5.238 20.858 0.014 -0.039 0.233
O 12.721 3.428 21.65 -0.253 0.031 0.277
O -0.183 16.015 20.635 -0.188 0.148 0.547
O 14.622 1.624 21.615 0.102 -0.007 0.272
O 15.174 6.168 21.74 -0.357 0.208 0.523
O 12.89 9.502 21.511 -0.291 -0.641 0.622
O 15.97 3.597 26.582 -0.108 -0.11 -0.627
O 0.088 5.618 19.56 0.051 0.273 -0.479
O 12.075 15.195 21.7 0.379 -0.253 0.538
O 9.893 3.481 23.194 -0.172 0.395 -0.414
O 14.511 11.71 21.563 -0.07 0.225 0.653
O 13.612 13.695 20.407 0.219 0.174 0.214
O 0.44 0.519 25.893 -0.519 0.268 -0.378
O 0.521 12.624 28.968 0.359 0.129 0.112
O 3.416 6.223 27.877 -0.286 0.099 -0.326
O 1.598 15.626 23.014 -0.438 0.213 -0.388
O -0.087 9.446 26.901 -0.084 -0.047 0.566
O 13.632 2.478 26.539 0.035 -0.42 0.284
O 0.381 7.662 28.662 -0.134 -0.157 -0.007
O 0.93 7.162 26.037 0.11 -0.002 0.15
O 11.932 9.758 25.24 0.196 -0.09 -0.13
O -0.219 14.623 24.677 -0.637 -0.179 -0.416
O 0.592 10.382 24.59 0.551 0.085 -0.003
O 0.99 10.909 21.982 -0.164 -0.09 -0.507
O 9.438 15.147 22.084 -0.128 0.225 0.115
O 5.49 11.11 26.865 -0.09 0.112 0.379
O 8.158 1.362 23.407 -0.437 0.121 -0.019
O 8.337 1.729 25.953 -0.138 -0.284 0.576
O 5.341 5.066 23.74 -0.313 -0.437 -0.158
O 5.369 7.516 23.706 0.406 -0.448 -0.266
O 5.346 9.804 24.707 0.052 0.277 0.155
O 3.034 6.544 24.459 0.026 0.38 0.023
O 13.87 4.814 27.603 -0.31 0.035 0.221
O 1.365 4.638 28.243 -0.582 0.142 0.086
O 7.173 8.915 26.395 0.128 -0.161 -0.26
O 9.74 11.209 24.58 0.175 0.232 -0.496
O 14.977 3.892 23.013 0.078 -0.024 0.302
O 10.698 1.088 22.658 0.521 0.091 0.366
O 0.453 5.808 23.809 -0.203 0.155 -0.048
O 12.056 6.629 26.924 -0.061 -0.169 -0.619
O 8.35 8.657 28.731 -0.372 0.003 0.238
O 1.354 8.465 22.884 -0.093 -0.48 0.425
O 9.715 8.453 24.197 -0.193 -0.011 0.179
O 9.189 13.265 26.366 -0.136 -0.138 0.211
O 10.789 10.809 20.687 -0.136 0.052 0.428
O 0.535 12.04 26.496 0.039 0.173 -0.319
O 2.781 0.946 24.693 0.33 0.418 0.123
O 13.235 9.73 27.679 0.042 -0.334 0.128
O 2.019 2.425 26.802 0.438 0.125 0.495
O 5.2 6.229 26.022 0.239 -0.448 0.141
O 6.332 0.169 27.495 0.544 0.269 -0.045
O 15.197 9.516 22.937 -0.231 -0.262 0.471
O 14.76 7.195 26.884 -0.06 0.196 -0.25
O 1.849 4.681 25.666 0.621 -0.377 -0.014
O 0.538 8.003 31.396 -0.591 -0.098 -0.179
O 0.611 11.304 31.085 -0.094 0.229 0.46
O 14.91 10.862 29.47 0.269 -0.473 -0.382
O 2.39 14.36 25.177 -0.239 0.12 0.528
O 4.634 15.376 25.944 -0.24 0.435 0.403
O 7.107 15.834 25.127 -0.06 -0.338 -0.382
O 6.658 -0.071 29.994 0.045 0.437 0.277
O 9.505 3.062 29.383 -0.411 -0.45 -0.265
O 12.042 3.844 24.828 0.507 0.309 0.034
O 2.187 6.485 30.07 -0.054 -0.06 0.225
O 8.009 5.269 29.565 0.355 0.167 0.101
O 11.87 6.926 31.277 -0.563 0.244 -0.143
O 7.893 3.84 27.449 -0.603 -0.186 0.111
O 4.754 12.954 24.964 -0.095 -0.483 -0.202
O 10.53 5.914 24.016 0.631 0.101 0.297
O 13.416 1.967 23.884 0.289 -0.471 -0.035
O 9.686 4.037 25.706 0.237 0.187 0.381
O 12.002 2.166 29.478 0.398 0.31 -0.519
O 7.263 11.849 25.248 -0.126 -0.633 -0.096
O 13.077 9.154 30.282 -0.258 0.154 0.35
O 14.453 10.902 25.678 -0.145 -0.013 -0.072
O 12.139 11.873 26.675 -0.285 0.41 -0.612
O 6.402 13.784 26.783 0.234 -0.074 0.413
O 13.291 13.834 27.854 0.673 -0.094 0.429
O 0.17 14.547 27.256 -0.322 0.017 0.485
O 15.064 2.799 28.888 0.241 0.174 0.204
O 14.984 1.937 31.533 0.046 0.578 0.088
O 2.565 0.003 27.281 -0.003 0.041 -0.048
O 14.115 0.517 29.556 0.156 -0.471 -0.338
O 2.571 13.663 27.721 0.43 -0.328 -0.287
O 2.11 9.779 32.504 0.622 0.318 0.255
O 13.429 6.839 29.11 0.016 -0.027 -0.123
O 3.406 4.062 29.618 -0.145 -0.276 0.003
O 4.244 2.276 31.489 0.29 0.183 0.04
O 14.404 15.8 26.395 0.04 0.447 -0.112
O 14.962 13.214 30.701 -0.185 -0.099 -0.425
O 3.321 11.503 31.122 0.372 0.216 -0.787
O 2.099 9.332 29.907 0.163 -0.045 -0.676
O 4.371 15.525 28.909 0.281 -0.39 0.432
O 1.923 15.176 29.625 -0.261 -0.443 -0.124
O 9.128 -0.268 30.717 -0.119 0.039 -0.055
O 8.339 14.463 28.732 -0.285 -0.188 -0.13
O 6.546 6.678 31.18 -0.306 -0.199 0.184
O 5.037 1.881 29.109 0.175 0.093 -0.478
O 4.774 8.502 27.154 -0.489 0.163 0.38
O 11.271 4.341 30.864 -0.178 0.154 -0.511
O 7.454 14.095 31.146 -0.15 0.204 0.015
O 5.539 12.602 31.988 -0.016 0.22 -0.573
O 9.859 9.729 30.583 0.705 0.266 -0.309
O 7.663 9.129 31.905 -0.457 0.124 -0.281
O 10.211 5.191 28.169 0.39 -0.342 -0.082
O 10.398 1.924 31.543 -0.26 0.112 0.308
O 11.467 1.349 25.697 -0.1 0.286 0.151
O 11.987 15.075 25.801 0.034 -0.542 -0.59
O 14.447 7.069 31.418 0.638 0.319 -0.198
O 10.73 7.723 28.903 0.636 0.008 0.296
O 9.678 -0.242 24.735 0.344 -0.439 -0.301
O 2.356 0.364 31.688 -0.086 -0.137 0.175
O 9.898 15.736 27.183 -0.061 0.191 0.312
O 10.751 13.458 28.384 0.059 0.183 0.633
O 13.165 5.065 32.529 0.169 -0.656 -0.068
O 12.456 11.648 29.272 -0.298 0.131 0.483
Si 16.186 16.212 5.24 0.009 0 -0.023
Si 2.585 2.611 5.38 -0.024 0.023 0.021
Si 16.208 5.34 5.346 -0.004 0.01 0.003
Si 2.614 8.112 5.326 -0.001 0.001 0
Si 16.205 10.792 5.241 0.003 0.005 -0.015
Si 2.624 13.468 5.292 0.014 0.003 0.008
Si 5.372 16.188 5.371 0.031 -0.015 0.01
Si 8.064 2.644 5.345 0.001 -0.016 0.004
Si 5.366 5.35 5.352 -0.011 -0.009 0.014
Si 8.057 8.121 5.345 -0.028 0.003 0.008
Si 5.353 10.81 5.273 0.001 0.001 -0.002
Si 8.1 13.528 5.207 0.006 -0.021 -0.005
Si 10.777 16.229 5.198 0.016 0.005 -0.011
Si 13.482 2.605 5.263 0.004 0.015 -0.009
Si 10.83 5.364 5.321 0.008 -0.022 0.01
Si 13.508 8.114 5.223 0.009 0.01 -0.024
Si 10.77 10.857 5.223 -0.022 0.009 -0.011
Si 13.489 13.549 5.227 0.008 0.003 0
Si 1.21 1.232 6.67 0.008 -0.003 0.002
Si 3.978 3.992 6.691 0.003 -0.013 -0.002
Si 1.26 6.725 6.672 -0.002 -0.004 -0.001
Si 3.993 9.46 6.663 -0.02 0 -0.009
Si 1.236 12.138 6.641 -0.019 0.015 -0.001
Si 3.98 14.822 6.673 0.006 -0.016 0.006
Si 6.717 1.269 6.695 -0.009 -0.006 0.006
Si 9.447 4.005 6.672 -0.004 0.015 0.006
Si 6.712 6.731 6.695 0.006 0.019 -0.003
Si 9.437 9.499 6.642 -0.006 -0.005 0.008
Si 6.73 12.177 6.604 0.008 -0.006 0.001
Si 9.432 14.885 6.599 0 0.011 -0.016
Si 12.12 1.252 6.617 -0.008 0.006 -0.003
Si 14.834 3.966 6.656 0.018 -0.008 -0.002
Si 12.182 6.751 6.638 -0.006 0 -0.006
Si 14.865 9.436 6.623 0.005 0.01 -0.001
Si 12.146 12.177 6.604 0.03 -0.003 -0.005
Si 14.835 14.882 6.631 -0.028 -0.001 0.004
Si 16.198 2.621 8.025 -0.003 -0.001 0.001
Si 2.607 16.203 8.009 -0.017 -0.023 -0.008
Si 16.212 8.082 8.017 0 -0.003 -0.009
Si 2.622 5.367 8.032 0.006 0.019 -0.002
Si 16.2 13.515 7.996 -0.002 -0.007 0.001
Si 2.609 10.798 8.016 0.01 0.006 -0.006
Si 5.342 2.626 8.037 -0.003 -0.005 0
Si 8.089 16.225 8.015 0.001 0.006 0.005
Si 5.334 8.087 8.031 -0.012 0.001 0.006
Si 8.082 5.36 8.031 0 -0.007 0.004
Si 5.364 13.494 8.015 -0.001 0.021 -0.005
Si 8.058 10.824 8.002 -0.007 -0.001 -0.003
Si 10.791 2.621 8.014 0.002 -0.008 -0.002
Si 13.483 16.24 8.002 0.017 0.011 -0.002
Si 10.798 8.104 7.983 0.024 0.005 -0.011
Si 13.506 5.361 8.011 -0.004 0.005 -0.011
Si 10.783 13.531 7.976 -0.009 0.002 -0.01
Si 13.503 10.808 7.974 -0.004 -0.021 -0.004
Si 1.255 3.991 9.368 0.002 -0.013 -0.007
Si 3.973 1.252 9.367 -0.001 0.015 -0.007
Si 1.259 9.431 9.385 -0.003 -0.01 0.009
Si 3.984 6.72 9.394 -0.008 0 0
Si 1.245 14.865 9.376 0.014 0.007 0.002
Si 3.983 12.146 9.371 -0.005 -0.011 0
Si 6.71 3.993 9.385 -0.009 0 -0.002
Si 9.428 1.273 9.385 0.003 -0.007 0.003
Si 6.704 9.453 9.366 0.003 -0.005 0.003
Si 9.453 6.73 9.358 -0.002 0.02 -0.004
Si 6.706 14.877 9.366 0.001 -0.013 0.001
Si 9.417 12.185 9.351 0.005 0 0.001
Si 12.144 4.001 9.37 0.002 0.014 -0.003
Si 14.835 1.275 9.381 -0.012 -0.004 0.007
Si 12.152 9.45 9.351 0.013 0.012 -0.001
Si 14.868 6.711 9.378 0.012 -0.006 0.006
Si 12.124 14.882 9.365 0 0.002 0.004
Si 14.851 12.152 9.364 -0.004 0.007 0.003

Results
total energy: -115450.887 eV
total energy less fixed offsets of O -438.35, Si -107.03 eV per atom: 15.453 eV
